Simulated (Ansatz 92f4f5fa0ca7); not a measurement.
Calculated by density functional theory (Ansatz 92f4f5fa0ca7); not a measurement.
Periodic cell of 224 atoms, Si128O64H32, with a vacuum gap, from a study of silicon, its oxide and their interface. The atomic structure is a simulated model.

Settings: functional r2SCAN; potential files Ansatz PAW; basis plane waves; wave-function cutoff 800 eV; density cutoff ratio 5; exchange-correlation grid ratio 1; k mesh 1 x 1 x 1, shifted by 0.5 0.5 0 of a step; self-consistency stop 1e-11 eV per atom in the density residual; occupations fixed; spin none; net charge 0; applied field sawtooth along c, amplitude +0.015 V/angstrom in the program's sign convention, ramp centred at 0.9878 of c and 0.0244 of c wide, no dipole correction.

Cell vectors (angstrom)
a 10.888 0 0
b 0 10.888 0
c 0 0 40.945

Atoms and the computed forces on them: element, x, y, z (angstrom), force x, y, z (eV/angstrom)
Si -0.4094 0.5927 25.8894 0.011 0.0005 0.0144
Si 2.8883 2.4074 25.8165 -0.0064 -0.0034 0.0224
Si 1.3292 6.9927 27.3095 -0.0053 -0.0002 -0.0133
Si 2.9843 7.9893 25.9465 -0.0049 -0.003 0.0173
Si 1.3398 -1.1167 23.8116 -0.0014 -0.0009 0.0276
Si 8.5394 2.5316 25.7498 -0.0058 0.0063 0.0099
Si 5.1756 5.6804 25.9184 -0.011 -0.0029 0.017
Si 8.1069 7.6713 25.6024 0.0096 0.005 0.0118
Si 1.3128 1.4469 27.2351 0.0008 0.0004 -0.0033
Si 3.999 4.0636 27.1164 0.0051 0.0053 -0.0045
Si -0.2186 5.8589 26.026 0.0063 -0.0002 0.0185
Si 4.8573 10.8124 25.6506 -0.0007 0.0004 0.0197
Si 6.9975 1.5059 27.1889 0.0021 -0.0024 0.003
Si 10.9161 2.8437 28.6085 -0.0009 0.0003 -0.0187
Si 6.7341 6.7746 27.2556 -0.0004 0.0012 0.0093
Si 10.8626 8.3767 28.6015 0.0075 -0.0012 -0.0164
Si -1.3272 4.1302 27.1612 0.0061 -0.0031 -0.0069
Si 2.6209 0.011 28.6176 0.0018 -0.0059 -0.0182
Si -1.3675 9.861 27.2772 0.0031 0.0034 0.0087
Si 2.6769 5.465 28.5395 -0.0135 0.0069 -0.0114
Si 5.4513 2.7796 28.4816 0.0048 -0.0081 -0.0096
Si 8.1388 0.13 28.7183 -0.0016 0.0076 -0.0228
Si 5.5153 8.234 28.6286 -0.01 0.0123 -0.0142
Si 8.1396 5.4281 28.5582 0.0043 -0.0047 -0.0062
Si 1.3796 4.1521 29.9821 0.0058 -0.0122 0.0072
Si 4.0819 1.3935 29.8722 -0.0114 0.0066 0.0067
Si 1.3242 9.5986 30.0478 -0.004 0.0066 -0.004
Si 4.1029 6.8109 29.8929 0.0106 -0.0024 0.0133
Si 6.7917 4.0861 29.9277 -0.0119 0.0111 0.0055
Si 9.5728 1.4603 29.9899 0.0052 -0.0183 0.0114
Si 6.827 9.5754 30.0113 0.0136 -0.0039 0.0079
Si 9.5078 6.869 29.8703 0.0013 0.0135 0.0131
Si -0.0075 0.077 31.3804 0.0118 -0.0051 0.0113
Si 2.7406 2.7394 31.2916 -0.0032 -0.0088 0.0133
Si -0.0261 5.51 31.2702 0.0126 -0.0159 0.0192
Si 2.7269 8.1529 31.276 -0.0403 0.0288 0.0173
Si 5.4157 0.0269 31.2905 -0.0228 0.0177 0.0244
Si 8.1509 2.7602 31.3138 0.0124 -0.028 0.0336
Si 5.4451 5.4509 31.2904 -0.0077 0.0079 0.0277
Si 8.1885 8.1859 31.3208 -0.0117 0.0102 0.0278
Si 1.3927 1.3977 32.7064 0.0021 0.0108 0.1383
Si 4.1067 4.0745 32.6629 -0.0162 -0.0187 0.1622
Si 1.3653 6.8089 32.6443 0.0305 0.0133 0.1949
Si 4.0837 9.5117 32.6338 0.0348 0.0047 0.1878
Si 6.8106 1.3514 32.647 0.0127 0.0035 0.2007
Si 9.5206 4.1277 32.6379 0.0135 0.0214 0.2061
Si 6.8174 6.8009 32.6554 0.0092 0.0097 0.1747
Si 9.5388 9.5469 32.6931 0.0128 0.0029 0.1582
Si -0.0223 2.7609 34.0096 0.2766 -0.075 0.2965
Si 2.7465 -0.037 34.0142 -0.0884 0.2181 0.3434
Si 0.0456 8.184 34.0144 -0.1042 -0.0305 0.3432
Si 2.7083 5.4188 34.0012 0.1022 0.0594 0.2435
Si 5.4501 2.6732 34.0142 0.0567 0.2527 0.3118
Si 8.1622 0.005 34.0372 -0.0046 -0.0881 0.2885
Si 5.4414 8.1502 34.0027 0.0404 0.0715 0.237
Si 8.1799 5.4475 34.0262 -0.032 0.0645 0.3098
Si 1.357 4.0589 6.9419 -0.0341 -0.1828 -0.2269
Si 4.1115 1.2752 6.9452 -0.2435 -0.1147 -0.1954
Si 1.4103 9.5064 6.964 -0.0087 0.033 -0.1444
Si 4.0624 6.7819 6.9129 -0.0248 -0.147 -0.2598
Si 6.8368 4.0133 6.898 -0.1938 -0.0835 -0.4464
Si 9.5487 1.3661 6.9463 0.0713 -0.0545 -0.1245
Si 6.7984 9.5091 6.9248 0.0593 -0.0529 -0.3303
Si 9.5838 6.8107 6.907 0.0798 0.0974 -0.402
Si 0.0713 0.0149 8.2918 -0.0105 0.0009 -0.1631
Si 2.6557 2.5702 8.2464 -0.0093 -0.0039 -0.1731
Si 0.0499 5.471 8.2987 0.0038 -0.0113 -0.194
Si 2.7517 8.1335 8.3528 -0.026 0.0158 -0.1798
Si 5.4486 -0.0878 8.3557 -0.0245 0.0053 -0.1853
Si 8.1643 2.6758 8.33 0.0084 -0.0265 -0.1906
Si 5.402 5.3261 8.1744 -0.0288 -0.0255 -0.1714
Si 8.2155 8.1722 8.2244 0.0182 0.0229 -0.1729
Si 1.4367 1.2361 9.8079 -0.0101 0.0175 -0.0213
Si 4.0266 3.9072 9.4967 0.0235 0.0099 0.0018
Si 1.4074 6.7882 9.7428 0.011 -0.0156 -0.0341
Si 4.1275 9.4188 9.7811 0.0193 -0.01 -0.0328
Si 6.8044 1.27 9.71 0.0071 0.0166 -0.0313
Si 9.5922 4.0678 9.5912 -0.0084 -0.0081 -0.0194
Si 6.8329 6.6951 9.3921 0.0023 -0.0002 0.0038
Si 9.5843 9.5688 9.5883 0.0114 -0.0233 -0.0043
Si 0.0133 2.7412 11.0003 -0.0068 -0.0072 -0.01
Si 2.8432 -0.1599 11.3006 -0.0133 0.0044 0.007
Si 0.0033 8.246 11.0217 -0.0255 0.0108 0.0017
Si 2.8042 5.2639 10.9375 0.0147 -0.0167 -0.0054
Si 5.3158 2.6009 10.9632 -0.0121 0.0275 -0.0117
Si 8.2542 -0.0259 11.0567 0.0158 -0.0215 -0.0114
Si 5.5877 7.9279 10.9084 0.0285 -0.0302 -0.0048
Si 8.1362 5.4035 10.8314 -0.0336 0.0212 -0.0047
Si 1.407 4.0284 12.4201 0.002 0.0009 -0.0011
Si 4.1709 1.3344 12.6984 -0.0018 -0.0027 0.0043
Si 3.9561 7.4875 14.5416 0.0035 -0.0028 0.0046
Si 4.7531 5.9964 12.0362 -0.0122 0.0085 0.0113
Si 7.585 2.7624 13.6553 -0.0081 0.017 -0.0001
Si 9.3952 1.5817 12.4255 0.0138 0.0024 0.0054
Si 7.3524 8.9277 12.0777 -0.0009 -0.0034 0.0105
Si 10.4876 5.9578 14.2946 -0.0138 0.0055 0.0087
Si 1.7468 -2.7155 14.599 0.008 0.0027 0.0002
Si 6.0186 0.7985 14.3619 0.0001 -0.0117 0.0089
Si 2.32 2.3508 13.8905 0.0118 0.0045 0.0081
Si 1.2048 9.5702 12.6361 0.0134 -0.0076 0.0075
Si 6.3486 -1.6203 14.1456 0.0022 0.0026 0.0083
Si 11.2695 0.7387 13.6629 -0.0227 -0.0106 0.0114
Si 6.5044 4.2475 12.0619 0.0041 -0.0157 0.0185
Si 9.0201 7.24 12.0213 0.0101 0.0061 0.0092
Si -1.1576 26.6274 22.5141 -0.0006 -0.0015 0.0245
Si 32.4264 -20.8212 16.7246 -0.0051 0.0018 0.0227
Si -3.7391 3.8753 24.0552 -0.0011 -0.001 0.0167
Si 8.4701 -6.7346 19.9125 -0.0003 0.0008 0.0168
Si 8.1693 24.1831 17.6884 -0.0008 0.0017 0.0144
Si -3.3165 21.7397 21.4907 0 0.0004 0.0162
Si 4.0255 9.5087 27.3647 -0.0003 -0.0016 -0.0095
Si -17.8742 -1.0841 19.2759 0 -0.002 0.0228
Si -26.5282 -18.9688 21.325 0.0015 0.0003 0.0155
Si -8.2585 -16.0979 21.3249 -0.0053 -0.0048 0.0103
Si 13.2224 2.1587 16.9549 0.0076 -0.0016 0.0205
Si -11.6004 -0.7594 20.5096 0.0012 -0.0035 0.02
Si 12.7813 21.008 17.1403 0.0042 0.0007 0.0178
Si -5.7014 7.4856 20.907 -0.0022 -0.0004 0.019
Si 14.0548 13.8701 19.9819 -0.0019 0.0013 0.0155
Si 40.0612 -4.1553 18.9291 0.0004 -0.0013 0.0152
Si 23.1692 26.0994 23.8354 -0.002 -0.0004 0.0265
Si 27.8127 -10.4635 17.4955 0.0023 -0.0043 0.0195
Si 0.2197 -14.219 21.8066 0.0006 0.0003 0.0172
Si 6.3309 -4.0046 16.0198 -0.0009 -0.002 0.004
Si 8.1177 -28.2622 15.3266 0.0053 -0.0026 0.0047
Si 2.0932 -32.2653 21.2396 -0.0034 -0.0035 0.0222
Si 40.6298 -23.0548 18.8749 0.0008 -0.0005 0.0164
Si 17.1184 30.8065 23.4951 -0.0016 0.0017 0.0179
O 6.9082 19.1649 15.3582 -0.0008 0.0013 -0.0003
O -11.6259 39.0783 22.4366 0.0007 0.0014 -0.0089
O -8.7452 13.9541 24.5091 -0.0009 0.0039 -0.0065
O 4.0744 -14.9374 25.3773 0.0051 -0.0033 -0.0009
O -17.9216 1.1772 25.2683 0.0008 0.0023 -0.0017
O 22.4536 -2.3301 22.9829 -0.0037 -0.0035 -0.0133
O 3.3763 21.4368 20.5996 0.0031 -0.0023 -0.0147
O -5.3828 8.2381 22.294 -0.0018 -0.0036 -0.0134
O 12.3613 6.8024 21.0852 0.001 -0.0017 0.0014
O 26.6011 10.8338 18.4362 0.0032 0.0023 -0.0126
O 13.5782 -8.0755 15.485 -0.002 -0.0008 -0.0268
O 39.4114 -20.0266 18.0962 -0.0008 0.0001 0.0007
O 13.2939 -5.8694 22.7895 0.0026 0.0035 -0.0148
O 24.0296 1.9724 20.8837 0.0028 0.0021 -0.0116
O -2.2563 19.9901 26.1246 -0.0096 -0.0095 -0.001
O 15.5998 -36.5746 15.8897 -0.0047 0.0016 -0.01
O 18.7752 -7.2091 16.7536 -0.0009 0.0032 -0.0083
O 9.5977 -6.5994 21.0251 -0.0054 -0.0039 -0.0098
O -4.3733 -26.0186 17.5939 -0.0043 -0.0007 -0.0183
O 28.0679 11.4444 26.0386 -0.0048 -0.0037 0.0012
O -11.4549 8.5233 20.769 -0.0035 0.0051 -0.0129
O -1.6881 -0.0071 21.581 -0.0003 0 -0.0139
O 5.5882 -20.978 15.9801 -0.0004 0.0027 -0.016
O -6.7109 6.2415 13.544 0.0022 0.0038 0.0043
O 27.9679 -7.7223 22.9208 -0.0052 -0.003 -0.0162
O -8.8445 -10.9285 22.8014 0.0015 0.0036 -0.0174
O 9.6562 -5.8908 15.3118 -0.0001 -0.0014 -0.0061
O 24.4863 22.3617 16.7661 0 0.002 -0.004
O -6.2369 -13.3064 19.7408 -0.0032 0.0043 -0.0104
O -3.8508 -5.2553 15.2435 0.001 -0.0019 0.0021
O 28.9301 -0.7595 17.5787 -0.0042 0.0029 -0.0056
O -12.4242 17.7354 13.5795 -0.0035 -0.0053 -0.0013
O 9.1064 1.3155 16.9641 0.0027 0.0001 -0.0037
O -4.3873 -14.9889 20.2745 0.002 -0.0017 -0.0031
O 24.4237 9.3713 18.3462 -0.0032 0.0011 -0.0111
O 10.7413 11.3739 15.1879 0.0066 -0.0023 -0.0255
O 0.7324 10.8086 20.517 -0.0011 -0.0009 -0.0078
O -8.5002 30.7821 24.7877 -0.0031 0.0051 -0.0151
O 8.4079 -5.394 19.0311 -0.0013 0.0028 -0.0048
O 18.0994 18.8757 24.2705 -0.0038 -0.0007 -0.007
O -10.6711 21.5073 24.6188 0.0059 -0.0062 -0.006
O 13.4983 4.4881 20.2194 0.0008 -0.0074 -0.0074
O 22.4785 13.1324 17.0747 0.0043 -0.0014 -0.0059
O 0.4011 15.9487 13.2239 0.0011 -0.0023 -0.0141
O 14.9641 6.3709 21.2513 0.0027 0.0015 -0.0047
O 11.5542 6.9858 14.9581 0.0023 -0.0019 0.0004
O 6.1256 -5.9547 24.7805 -0.0002 0.0028 -0.0065
O -2.602 -2.8353 18.7419 -0.002 0.0001 -0.0008
O 10.8821 -6.9964 23.1423 -0.0039 0.0012 -0.0076
O 5.1244 -12.0163 24.43 0.0037 -0.0066 -0.0104
O 9.3828 -0.5479 19.1096 -0.0029 -0.0001 -0.0064
O 7.093 10.2462 22.8881 0.0022 0.0022 -0.0155
O -9.0933 -12.6072 15.8694 -0.0029 -0.0043 -0.0137
O 19.8071 13.7846 19.0169 -0.0016 -0.0043 -0.0132
O -7.8549 -8.189 18.3474 -0.0035 -0.0037 -0.0199
O 4.6735 2.8189 20.6081 -0.0046 -0.0001 -0.0079
O 7.008 14.7967 20.5386 0.0021 0.0009 -0.0034
O 15.6376 -12.9473 14.0074 -0.0027 -0.0012 0.0031
O 0.9171 -16.357 24.9207 0.0031 -0.0071 -0.009
O -3.7605 9.8879 20.2498 0.0007 -0.0021 -0.0121
O -4.013 -9.509 21.2022 -0.0006 -0.0015 0.0026
O 19.2186 4.7191 23.3081 0.004 0.0032 -0.0056
O 22.1774 -11.1825 17.5416 -0.0031 0.0026 0.003
O 31.2122 6.7346 25.3329 -0.0076 0.0029 -0.011
H 0.8241 3.5574 34.942 -0.4549 -0.2533 -0.2171
H -0.8202 1.9159 34.942 0.2101 0.322 -0.3092
H 1.9273 -0.8614 34.9466 0.3377 0.3813 -0.2738
H 3.5844 0.7684 34.9466 -0.2897 -0.3533 -0.2537
H 0.8802 8.9928 34.9468 -0.3807 -0.3595 -0.262
H -0.7691 7.3552 34.9468 0.2465 0.2577 -0.2689
H 1.8891 4.5944 34.9337 0.3349 0.3336 -0.2857
H 3.5273 6.2433 34.9337 -0.3002 -0.2606 -0.2526
H 6.2858 3.4808 34.9467 -0.2739 -0.2381 -0.2481
H 4.6463 1.8338 34.9467 0.2783 0.3551 -0.2903
H 7.3464 -0.8228 34.9697 0.2449 0.3205 -0.2605
H 8.9915 0.8192 34.9697 -0.3193 -0.2478 -0.2672
H 4.6164 7.3316 34.9352 0.2663 0.284 -0.2857
H 6.2626 8.9725 34.9352 -0.2941 -0.2791 -0.2702
H 7.3855 4.5992 34.9587 0.2198 0.2762 -0.2814
H 9.0137 6.2571 34.9587 -0.312 -0.2178 -0.2654
H 0.5106 3.2624 6.0094 0.2261 0.4619 0.2073
H 2.1762 4.8833 6.0094 -0.1452 -0.4249 0.2878
H 3.2737 0.4698 6.0127 0.5342 0.2274 0.1604
H 4.9153 2.1146 6.0127 -0.2124 -0.2673 0.352
H 2.2296 10.3308 6.0316 -0.2785 -0.4199 0.2549
H 0.5757 8.6977 6.0316 0.3196 0.2838 0.3011
H 4.8874 7.6005 5.9805 -0.2811 -0.2685 0.2845
H 3.2433 5.9574 5.9805 0.1688 0.4613 0.2085
H 6.0011 3.2057 5.9655 0.4602 0.1575 0.1664
H 7.6312 4.8616 5.9655 -0.1483 -0.291 0.3002
H 8.7193 0.5519 6.0138 0.3386 0.1445 0.2847
H 10.3466 2.2111 6.0138 -0.3888 -0.2845 0.2464
H 7.6142 10.3369 5.9924 -0.3704 -0.1459 0.2503
H 5.9772 8.6867 5.9924 0.3245 0.2667 0.2532
H 10.3985 7.6396 5.9746 -0.2886 -0.4026 0.1861
H 8.75 6.0011 5.9746 0.2574 0.1792 0.2944

Results
free energy: -118873.076 eV
free energy less fixed offsets of H -15.71, O -570.45, Si -639.56 eV per atom: 2.124 eV

The program warned: the cutoff lies below the one the program advises for these potential files; the forces do not sum to zero within the program's tolerance; empty levels may hold ghost states of the PAW files; the exchange-correlation potential is rough where the density is thin.
